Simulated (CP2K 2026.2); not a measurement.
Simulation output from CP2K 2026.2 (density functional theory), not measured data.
Periodic cell of 1051 atoms, Si736O315, from a study of silicon, its oxide and their interface. The atomic structure is a simulated model.
Doubt: the forces sum to 1.12 eV/angstrom along one axis rather than to zero, so they err by at least 0.0011 eV/angstrom per atom on average; the grid cutoff is modest.

Settings: functional PBE; method Gaussian and plane waves; basis set DZVP-MOLOPT-SR-GTH; pseudopotentials GTH-PBE; grid cutoff 350 Ry, relative cutoff 50 Ry; k points Gamma only; occupations fixed; spin none; net charge 0.

Cell vectors (angstrom)
a 30.7742 0 0
b 0 15.3871 0
c 4.844 4.0696 39.2455

Atoms: element, x, y, z (angstrom)
Si 31.7924 4.0228 30.9457
Si 31.3671 6.9691 30.411
Si 31.6117 12.1707 30.9942
Si 32.5262 15.7141 33.218
Si 34.834 4.1293 33.2829
Si 5.1055 7.8574 31.0237
Si 5.1108 10.9911 30.2979
Si 5.3889 15.9799 31.0122
Si 8.5225 3.4486 31.2476
Si 8.1573 8.0354 31.1388
Si 8.0854 11.1199 30.402
Si 8.4811 16.4424 31.2243
Si 12.99 3.5356 31.1115
Si 12.9305 8.0738 31.2152
Si 13.3439 11.0429 30.7342
Si 12.5941 15.8234 31.1359
Si 5.4937 3.7136 30.5878
Si 4.1363 7.8928 33.1692
Si 34.8221 11.7814 33.1676
Si 4.2049 15.6799 33.0897
Si 8.8401 17.553 34.5913
Si 9.2977 7.8802 33.1807
Si 9.2632 11.8348 33.1657
Si 9.4106 15.695 33.2528
Si 11.8485 4.0452 33.158
Si 11.7251 7.9007 33.1974
Si 12.3751 13.6695 34.4231
Si 11.8028 15.6547 33.3072
Si 17.0398 4.0771 33.3061
Si 17.0724 7.9459 33.17
Si 17.0233 11.874 33.2092
Si 19.1627 15.41 28.3737
Si 4.6834 6.0301 34.5004
Si 4.6767 9.8487 34.3993
Si 4.7101 13.7309 34.3627
Si 4.7307 17.5607 34.4423
Si 8.7663 5.9857 34.4671
Si 8.7183 9.8561 34.391
Si 8.739 13.7497 34.4278
Si 9.416 4.0473 33.296
Si 12.3773 5.9846 34.4248
Si 12.3196 9.8507 34.4276
Si 11.6848 11.7644 33.1665
Si 12.3914 17.5759 34.5337
Si 16.4371 6.043 34.4581
Si 16.4132 9.8908 34.3739
Si 16.4269 13.7542 34.4954
Si 16.4507 17.6127 34.6262
Si 33.6052 6.0365 35.9304
Si 33.6123 9.86 35.8675
Si 33.6841 13.7434 35.8988
Si 33.6977 17.5673 35.9659
Si 6.7284 6.0116 35.6966
Si 6.7026 9.8541 35.6493
Si 6.7123 13.7275 35.6552
Si 6.7471 17.5599 35.7093
Si 10.5815 5.997 35.9504
Si 10.5177 9.8731 35.9223
Si 10.5605 13.6972 35.9243
Si 10.6212 17.563 36.0706
Si 14.3996 6.0237 35.6798
Si 14.38 9.8662 35.6383
Si 14.3865 13.7057 35.6985
Si 14.4013 17.5753 35.773
Si 33.651 4.1141 37.2628
Si 33.6249 7.9623 37.2374
Si 33.6443 11.7911 37.1971
Si 33.6742 15.6337 37.2666
Si 6.7243 4.096 37.097
Si 6.7207 7.9457 37.0734
Si 6.7123 11.7867 37.0414
Si 6.7204 15.6276 37.0872
Si 10.5766 4.1178 37.3304
Si 10.5553 7.9414 37.2465
Si 10.5419 11.7852 37.2557
Si 10.5875 15.5963 37.3006
Si 14.396 4.1254 37.1264
Si 14.3932 7.9541 37.0641
Si 14.3913 11.774 37.0738
Si 14.3974 15.6219 37.115
Si 4.8404 4.1062 38.5368
Si 4.8259 7.9435 38.5071
Si 4.8292 11.7797 38.4925
Si 4.8526 15.6273 38.5455
Si 8.5943 4.0996 38.5595
Si 8.5971 7.9378 38.5285
Si 8.5788 11.7857 38.5208
Si 8.6029 15.6189 38.539
Si 12.5351 4.1186 38.5886
Si 12.516 7.9517 38.5265
Si 12.5117 11.7807 38.5281
Si 12.5354 15.6143 38.5794
Si 16.271 4.1118 38.5783
Si 16.2679 7.9512 38.5326
Si 16.2667 11.7834 38.5387
Si 16.2782 15.6242 38.5645
Si 30.6984 1.918 11.5581
Si 30.7361 5.7984 11.5494
Si 30.7269 9.6088 11.5897
Si 30.7654 13.4423 11.5876
Si 3.8017 1.9258 11.6422
Si 3.8056 5.7754 11.6185
Si 3.8315 9.6241 11.6214
Si 3.808 13.4732 11.6704
Si 7.6158 1.9446 11.5905
Si 7.6365 5.7936 11.559
Si 7.6464 9.627 11.589
Si 7.6022 13.4901 11.5995
Si 11.4964 1.9566 11.5652
Si 11.5012 5.8155 11.5275
Si 11.4903 9.6444 11.5616
Si 11.4648 13.4957 11.5609
Si 28.7458 1.9558 12.8818
Si 28.7676 5.8222 12.8301
Si 28.7775 9.6115 12.9371
Si 28.7846 13.3719 12.8398
Si 1.8272 1.8972 12.9475
Si 1.8586 5.7617 12.9605
Si 1.8896 9.5906 12.9493
Si 1.8821 13.4736 13.0424
Si 5.7341 1.912 13.0269
Si 5.7515 5.8069 12.9717
Si 5.764 9.659 13.0064
Si 5.7379 13.4704 13.0677
Si 9.565 1.9914 12.904
Si 9.5824 5.7981 12.8736
Si 9.5831 9.5936 12.9277
Si 9.5357 13.5171 12.9153
Si 28.7069 15.3133 14.0926
Si 28.7244 3.9493 14.2073
Si 28.7231 7.6752 14.2879
Si 28.7945 11.5163 14.3273
Si 1.8375 15.4303 14.4184
Si 32.5356 3.8105 14.2963
Si 1.9044 7.6812 14.3421
Si 1.9366 11.4808 14.3398
Si 5.7121 15.3888 14.4705
Si 5.7458 3.8814 14.3335
Si 5.8093 7.7333 14.3555
Si 5.8198 11.54 14.4586
Si 9.5079 15.4737 14.2492
Si 9.5873 3.9193 14.2613
Si 9.6043 7.6487 14.2975
Si 9.5773 11.5546 14.2084
Si 30.5048 15.4999 15.543
Si 30.5727 3.8645 15.6568
Si 30.682 5.7476 17.0171
Si 30.7681 11.4016 15.6646
Si 3.7662 15.4178 15.862
Si 3.8794 2.0772 17.1073
Si 32.739 9.1389 18.3506
Si 3.8533 11.4745 15.7693
Si 7.7041 15.4494 15.7836
Si 7.6172 5.8366 17.1508
Si 7.7547 7.7296 15.7384
Si 7.8301 11.523 15.7734
Si 11.418 15.363 15.5862
Si 11.5317 3.9547 15.5975
Si 11.0176 9.661 16.9493
Si 11.4178 11.5838 15.6472
Si 29.7478 1.9579 16.7492
Si 30.6732 7.6175 15.6103
Si 30.8575 9.4844 16.9834
Si 31.0645 13.0384 17.2891
Si 3.725 3.8283 15.5603
Si 3.8069 5.7052 16.9197
Si 3.8847 7.7069 15.6965
Si 3.462 13.3818 17.0871
Si 7.7884 2.0675 17.0852
Si 7.7226 3.9472 15.6777
Si 8.4932 9.5793 17.0556
Si 8.4541 13.4976 16.941
Si 9.8524 2.2187 18.2704
Si 11.6311 5.7199 17.1886
Si 11.462 7.658 15.7658
Si 11.6637 13.7671 19.1888
Si 29.8221 13.327 20.0846
Si 13.6262 6.1357 18.3619
Si 6.427 9.8693 19.2502
Si 30.3166 16.4465 19.7441
Si 2.5604 16.846 19.6407
Si 32.6877 5.9864 18.223
Si 3.9395 9.5626 17.1797
Si 4.2826 14.2639 19.7715
Si 5.8521 2.7731 18.2892
Si 5.6494 5.199 18.2251
Si 5.0575 8.5332 21.6431
Si 7.0189 14.8792 20.9996
Si 11.6772 1.9593 16.7867
Si 10.0899 5.3079 18.9065
Si 13.526 9.3237 18.6921
Si 10.8975 13.5009 16.9462
Si 9.4357 12.3761 28.0699
Si 12.002 12.467 26.2642
Si 31.7769 13.806 24.3384
Si 30.9454 11.7103 22.4962
Si 7.7625 4.7569 22.2894
Si 31.6005 5.253 20.7997
Si 3.5477 13.963 22.6789
Si 4.7611 2.8518 21.1232
Si 5.52 5.6373 20.5284
Si 4.9943 9.1931 24.6518
Si 6.6185 4.9669 25.0539
Si 15.6913 17.0652 24.4461
Si 10.4703 6.0968 22.0124
Si 10.4991 11.5779 20.8807
Si 9.7351 16.1443 20.0523
Si 8.08 12.9146 25.4036
Si 10.31 11.5454 23.8541
Si 31.1908 15.1887 30.4773
Si 14.4692 2.9645 22.0008
Si 11.1442 9.1306 22.3876
Si 7.8164 18.0144 26.6219
Si 14.0184 9.6566 21.8381
Si 17.7048 2.8279 26.2623
Si 5.1013 12.2905 24.8353
Si 11.8939 3.8605 23.4807
Si 31.7904 8.677 27.8308
Si 33.5813 13.0139 26.8125
Si 9.4891 4.3103 28.5086
Si 9.4515 17.6521 22.549
Si 5.2754 16.6568 26.2743
Si 5.4756 16.2188 23.2137
Si 13.293 2.87 26.0439
Si 7.7848 12.4553 19.7695
Si 11.7339 15.5369 26.4219
Si 9.2481 15.8274 24.8862
Si 3.6159 5.2793 26.0059
Si 13.535 10.3659 27.7729
Si 15.7967 8.3056 22.4168
Si 17.5824 10.3497 21.2195
Si 12.0639 7.7258 28.241
Si 33.3613 10.9079 28.7469
Si 32.6052 17.2245 28.8459
Si 9.0741 7.2888 28.2587
Si 10.3486 15.1004 29.1656
Si 6.6955 7.4587 26.6608
Si 4.7374 5.9528 28.6655
Si 33.1026 7.9016 25.1219
Si 12.5056 4.7171 28.2573
Si 16.1155 4.0585 31.1651
Si 15.6608 7.0598 30.5849
Si 16.2181 12.2793 31.0533
Si 17.0425 15.7449 33.372
Si 19.4235 4.0555 33.2957
Si 20.4781 7.9139 31.1223
Si 20.5053 11.0262 30.3307
Si 20.979 15.9652 30.5415
Si 23.8757 3.8318 31.1397
Si 23.531 8.0233 31.1299
Si 23.4836 11.0848 30.3735
Si 23.9804 16.0266 30.9948
Si 28.6524 3.6064 30.5184
Si 28.6117 7.8442 30.764
Si 28.804 10.8392 30.551
Si 28.2234 15.9369 30.3586
Si 20.8902 3.7299 30.5174
Si 19.4866 7.9088 33.2353
Si 19.4395 11.8045 33.1908
Si 19.4609 15.6652 33.3377
Si 24.1239 17.5329 34.4901
Si 24.6017 7.8492 33.2349
Si 24.6739 11.7988 33.0955
Si 24.6755 15.6069 33.2218
Si 27.1373 4.0215 33.3123
Si 26.9965 7.7972 33.3345
Si 27.7837 13.616 34.2897
Si 27.0584 15.6357 33.2949
Si 32.4435 4.0499 33.2085
Si 32.5065 7.9327 33.0852
Si 32.3996 11.8502 33.1766
Si 4.0989 15.1833 28.4768
Si 20.0542 5.9963 34.4861
Si 20.0427 9.8691 34.4378
Si 20.071 13.6967 34.4717
Si 20.0735 17.5701 34.5714
Si 24.0906 5.9732 34.5341
Si 24.0711 9.8582 34.3748
Si 24.1077 13.6715 34.4239
Si 24.7196 4.0911 33.2866
Si 27.7266 5.9391 34.5601
Si 27.7169 9.81 34.3756
Si 27.1101 11.664 33.011
Si 27.7435 17.5087 34.5569
Si 31.8216 6.0246 34.3656
Si 31.8094 9.8555 34.322
Si 31.8609 13.7632 34.4245
Si 31.8699 17.5652 34.5075
Si 18.2366 6.033 35.973
Si 18.2123 9.8824 35.9144
Si 18.2536 13.7319 35.9723
Si 18.2736 17.5864 36.072
Si 22.0651 5.9936 35.7363
Si 22.0758 9.8639 35.6674
Si 22.0994 13.6904 35.6976
Si 22.116 17.5555 35.7479
Si 25.9076 5.9692 36.0247
Si 25.9016 9.8575 35.8797
Si 25.9796 13.6523 35.8557
Si 25.9173 17.5297 36.0151
Si 29.8149 6.0018 35.6748
Si 29.7796 9.8363 35.5974
Si 29.7938 13.6985 35.6101
Si 29.8148 17.5353 35.7121
Si 18.2467 4.1381 37.3379
Si 18.2355 7.9702 37.2645
Si 18.2298 11.7898 37.2659
Si 18.2625 15.6307 37.3258
Si 22.0909 4.0857 37.1379
Si 22.0824 7.947 37.0856
Si 22.0892 11.7698 37.0845
Si 22.1058 15.6108 37.1033
Si 25.9257 4.0587 37.3369
Si 25.927 7.9482 37.2504
Si 25.9438 11.7633 37.2261
Si 25.9566 15.5599 37.2432
Si 29.8143 4.0843 37.0859
Si 29.7983 7.9392 37.0455
Si 29.7991 11.7672 37.0106
Si 29.7998 15.5944 37.0637
Si 20.2161 4.1058 38.5851
Si 20.2014 7.9558 38.5365
Si 20.2029 11.7802 38.5319
Si 20.2349 15.6231 38.5683
Si 23.9624 4.081 38.5856
Si 23.968 7.9417 38.531
Si 23.9824 11.7741 38.5153
Si 23.9948 15.5912 38.5308
Si 27.9298 4.0824 38.5387
Si 27.9119 7.9397 38.5008
Si 27.9219 11.7668 38.4846
Si 27.9215 15.6029 38.5168
Si 31.6879 4.0812 38.5344
Si 31.6683 7.946 38.5144
Si 31.6794 11.7805 38.479
Si 31.6885 15.6088 38.5104
Si 15.2882 1.9455 11.524
Si 15.3334 5.821 11.5344
Si 15.2829 9.6612 11.5437
Si 15.3209 13.4692 11.55
Si 19.1865 1.9388 11.5483
Si 19.1699 5.7876 11.5419
Si 19.197 9.6561 11.5163
Si 19.167 13.5141 11.5754
Si 22.9802 1.9124 11.4679
Si 23.0124 5.7836 11.4661
Si 22.9854 9.6516 11.4666
Si 22.9904 13.492 11.5173
Si 26.8821 1.9292 11.4475
Si 26.8796 5.7937 11.4386
Si 26.9092 9.6302 11.475
Si 26.8833 13.4458 11.4611
Si 13.4058 1.9397 12.9543
Si 13.4139 5.8657 12.8928
Si 13.3792 9.6679 12.97
Si 13.3951 13.4607 12.9069
Si 17.2175 1.9492 12.839
Si 17.2415 5.8089 12.9129
Si 17.2444 9.6681 12.8192
Si 17.2299 13.4731 12.9359
Si 21.1174 1.8888 12.9245
Si 21.1214 5.775 12.864
Si 21.1082 9.6933 12.9048
Si 21.0939 13.5426 12.9499
Si 24.9357 1.917 12.7377
Si 24.9607 5.7784 12.7709
Si 24.9445 9.6166 12.7313
Si 24.9575 13.4944 12.7986
Si 13.3832 15.3444 14.2869
Si 13.4306 3.9497 14.223
Si 13.3705 7.7462 14.3411
Si 13.3953 11.5934 14.3491
Si 17.1607 15.4502 14.2218
Si 17.2332 3.8375 14.2212
Si 17.1924 7.8003 14.2012
Si 17.27 11.5036 14.2677
Si 21.0842 15.4145 14.4257
Si 21.1947 3.8366 14.2201
Si 21.0999 7.7194 14.1858
Si 21.0591 11.6349 14.3123
Si 24.9098 15.4345 14.1318
Si 24.9813 3.8231 14.0618
Si 24.9424 7.716 14.0816
Si 24.9414 11.5258 14.0565
Si 15.2871 15.4041 15.671
Si 15.3218 3.9263 15.6155
Si 15.4188 5.8912 16.9211
Si 15.3615 11.5635 15.6517
Si 19.0004 15.3879 15.6578
Si 19.2703 1.9666 16.9195
Si 17.3651 9.3928 18.3168
Si 19.1418 11.5715 15.7391
Si 23.1487 15.4469 15.6951
Si 23.7288 5.8118 16.7131
Si 23.0647 7.7073 15.4694
Si 23.0945 11.6531 15.49
Si 26.8179 15.3859 15.4741
Si 26.7855 3.8956 15.5423
Si 26.3277 9.5886 16.9091
Si 26.7601 11.4832 15.5266
Si 14.8101 2.002 16.8782
Si 15.3233 7.8417 15.641
Si 15.322 9.721 17.1204
Si 15.9579 13.4631 16.8877
Si 19.2168 3.8058 15.4641
Si 19.2976 5.8109 16.6182
Si 19.1354 7.8259 15.4785
Si 18.3937 13.4923 16.9551
Si 23.681 2.0174 16.9763
Si 23.1914 3.8465 15.5266
Si 23.2514 9.6852 16.7044
Si 23.7785 13.4699 16.8593
Si 25.6646 2.1367 18.3739
Si 26.0879 5.7768 16.8729
Si 26.7354 7.6722 15.603
Si 26.8797 12.8936 19.5899
Si 14.7214 14.0679 19.6559
Si 29.2725 5.9037 18.8891
Si 21.4692 9.634 18.2243
Si 15.6539 17.026 19.7774
Si 18.5185 17.4283 19.8011
Si 17.053 6.2482 18.5384
Si 19.3377 9.5875 17.0319
Si 19.4777 14.377 19.7625
Si 21.8597 2.3054 18.3272
Si 21.509 5.4019 18.3883
Si 20.2791 9.5103 22.1332
Si 22.5328 13.8965 19.768
Si 27.3272 1.9255 16.7304
Si 26.4996 5.0388 19.086
Si 28.4984 8.9532 18.983
Si 26.241 13.4377 16.6776
Si 25.0172 12.1207 28.0034
Si 27.3658 12.1209 26.0475
Si 16.3709 14.1183 24.3174
Si 15.2565 12.259 22.2169
Si 22.587 5.4024 22.0242
Si 15.2755 5.5915 20.8351
Si 19.1108 14.1114 22.7237
Si 21.1686 2.8706 21.0099
Si 21.2903 7.4147 20.3389
Si 19.9187 9.4164 25.1101
Si 21.6996 5.2491 25.001
Si 30.997 16.6941 24.4116
Si 25.6574 5.7137 22.0522
Si 25.2936 10.7631 20.9061
Si 25.067 15.277 20.5813
Si 23.4891 12.9844 25.5274
Si 25.4904 11.2541 23.8382
Si 15.634 15.2811 30.6947
Si 30.1266 2.8444 21.9491
Si 26.2169 8.6971 22.7129
Si 22.5932 2.8959 26.7002
Si 29.0941 9.2444 22.0281
Si 33.1678 17.9802 26.0168
Si 20.4095 12.5334 25.0249
Si 27.4684 3.452 23.291
Si 16.1748 8.8038 28.0207
Si 17.996 13.1972 26.8225
Si 24.707 4.4574 28.3347
Si 25.8611 16.3269 23.3888
Si 19.8608 17.4007 26.3588
Si 20.8768 16.5401 23.5273
Si 28.5571 17.8757 25.9516
Si 22.288 11.1326 20.6214
Si 27.0203 15.2272 26.0592
Si 23.4511 15.9581 24.9224
Si 18.7268 5.5968 26.0909
Si 29.0327 10.1608 27.5134
Si 31.762 7.8405 22.313
Si 32.8769 9.6457 21.3395
Si 27.4541 7.6545 27.8035
Si 17.9534 10.9602 28.75
Si 16.9154 17.2926 29.0247
Si 24.4243 7.4655 28.1686
Si 25.9086 14.8966 28.7263
Si 21.9059 7.6107 26.7964
Si 20.0507 6.0918 28.7589
Si 17.2232 8.093 25.2422
Si 27.7054 4.6334 27.8659
Si 30.7596 13.4903 0.6465
Si 30.7546 1.96 0.6447
Si 30.7531 5.7943 0.6269
Si 30.7582 9.6211 0.6369
Si 3.7687 13.4786 0.6535
Si 3.7599 1.9559 0.6619
Si 3.7614 5.7934 0.6417
Si 3.7604 9.6288 0.653
Si 7.6711 13.4878 0.6727
Si 7.667 1.9767 0.6772
Si 7.6598 5.796 0.6541
Si 7.6688 9.6177 0.6739
Si 11.4423 13.488 0.6717
Si 11.4395 1.9705 0.6745
Si 11.4379 5.7959 0.6606
Si 11.4405 9.6296 0.6704
Si 15.3566 13.4833 0.6742
Si 15.3552 1.9704 0.6706
Si 15.3492 5.7987 0.6596
Si 15.3562 9.6251 0.6642
Si 19.1453 13.4514 0.6543
Si 19.1397 1.9549 0.661
Si 19.1419 5.7914 0.6452
Si 19.1441 9.613 0.6516
Si 23.0655 13.4639 0.6352
Si 23.0599 1.9491 0.6332
Si 23.0631 5.7877 0.6244
Si 23.0641 9.6103 0.6262
Si 26.8517 13.4656 0.6348
Si 26.8481 1.9473 0.634
Si 26.8467 5.7999 0.6248
Si 26.8521 9.6186 0.6255
Si 1.8763 13.4829 2.04
Si 1.8685 1.9513 2.0445
Si 1.8689 5.7892 2.0294
Si 1.8706 9.6273 2.039
Si 5.7146 13.4854 1.9989
Si 5.7096 1.9544 2.003
Si 5.708 5.7925 1.991
Si 5.7097 9.63 1.998
Si 9.5552 13.4877 2.0672
Si 9.5527 1.9641 2.0692
Si 9.5475 5.7956 2.0541
Si 9.554 9.6307 2.0668
Si 13.398 13.4857 2.0006
Si 13.3978 1.9593 2.001
Si 13.3942 5.796 1.995
Si 13.3993 9.6342 1.9973
Si 17.2539 13.4737 2.0482
Si 17.2489 1.9571 2.0508
Si 17.2485 5.7954 2.0386
Si 17.2513 9.6253 2.0434
Si 21.1075 13.4722 1.9696
Si 21.1049 1.946 1.9721
Si 21.1053 5.7864 1.9642
Si 21.1078 9.621 1.9671
Si 24.9582 13.4692 2.0245
Si 24.9546 1.9436 2.0228
Si 24.9551 5.7898 2.0192
Si 24.9576 9.6212 2.0167
Si 28.8048 13.4757 1.9752
Si 28.801 1.9456 1.9759
Si 28.8021 5.7894 1.9667
Si 28.8047 9.6234 1.9694
Si 1.8786 15.4071 3.3921
Si 1.8739 3.8717 3.395
Si 1.8772 7.7064 3.3926
Si 1.8776 11.5552 3.3885
Si 5.7125 15.4109 3.3686
Si 5.7084 3.8741 3.3734
Si 5.7114 7.7095 3.3705
Si 5.7134 11.5592 3.3657
Si 9.5495 15.4173 3.4122
Si 9.5496 3.8808 3.4213
Si 9.5495 7.7114 3.4179
Si 9.5493 11.5604 3.4134
Si 13.3963 15.4149 3.3634
Si 13.3959 3.8779 3.3727
Si 13.3968 7.7153 3.3706
Si 13.3959 11.5605 3.3657
Si 17.2472 15.4083 3.3865
Si 17.2462 3.8771 3.3975
Si 17.2464 7.7109 3.3981
Si 17.2447 11.5511 3.3929
Si 21.0994 15.4024 3.3326
Si 21.102 3.8674 3.3412
Si 21.1001 7.7042 3.3405
Si 21.1031 11.5489 3.3345
Si 24.9561 15.4006 3.3711
Si 24.9575 3.8654 3.3762
Si 24.9555 7.7069 3.3802
Si 24.9572 11.5449 3.3733
Si 28.8079 15.4027 3.3436
Si 28.806 3.8676 3.3468
Si 28.8084 7.7057 3.3479
Si 28.8112 11.5491 3.3416
Si 30.7236 15.4002 4.7327
Si 30.7211 3.8622 4.7367
Si 30.7242 7.7054 4.7351
Si 30.7258 11.5522 4.7305
Si 3.8011 15.4044 4.7524
Si 3.7969 3.8664 4.7546
Si 3.8007 7.7075 4.7515
Si 3.8018 11.5587 4.7473
Si 7.6192 15.4108 4.7598
Si 7.617 3.8711 4.7636
Si 7.6179 7.7132 4.7628
Si 7.6184 11.5624 4.759
Si 11.4829 15.4161 4.7495
Si 11.4837 3.8749 4.758
Si 11.4828 7.7167 4.7543
Si 11.4825 11.5638 4.7497
Si 15.3158 15.4107 4.7353
Si 15.3154 3.8753 4.744
Si 15.3156 7.7177 4.7449
Si 15.3142 11.5615 4.7391
Si 19.1825 15.4083 4.7169
Si 19.184 3.8695 4.7243
Si 19.1845 7.7114 4.7255
Si 19.1849 11.556 4.7167
Si 23.0166 15.402 4.7068
Si 23.0195 3.8627 4.7145
Si 23.0151 7.7081 4.7149
Si 23.0179 11.5518 4.7096
Si 26.8908 15.4 4.7176
Si 26.89 3.8615 4.7231
Si 26.891 7.7061 4.7234
Si 26.8928 11.5485 4.7144
Si 30.7418 13.4743 6.0949
Si 30.7385 1.9344 6.0986
Si 30.7385 5.7834 6.1003
Si 30.7407 9.6311 6.0952
Si 3.7991 13.479 6.119
Si 3.7947 1.9388 6.1178
Si 3.7958 5.7869 6.1197
Si 3.8031 9.635 6.1103
Si 7.621 13.4865 6.1249
Si 7.6216 1.9448 6.1269
Si 7.6237 5.7909 6.1291
Si 7.6195 9.6403 6.1235
Si 11.471 13.4905 6.1079
Si 11.4762 1.948 6.1173
Si 11.4751 5.7967 6.1178
Si 11.4756 9.6432 6.1121
Si 15.3153 13.4876 6.0978
Si 15.3185 1.9464 6.0982
Si 15.3223 5.7962 6.1066
Si 15.3206 9.6442 6.1045
Si 19.1678 13.4828 6.0723
Si 19.1702 1.9427 6.0802
Si 19.169 5.7901 6.0856
Si 19.1754 9.6388 6.0809
Si 23.0182 13.4787 6.0652
Si 23.0164 1.9352 6.0715
Si 23.0183 5.7855 6.0734
Si 23.011 9.6331 6.0721
Si 26.8923 13.4718 6.0749
Si 26.8905 1.9337 6.0829
Si 26.8865 5.7833 6.0859
Si 26.8904 9.632 6.0831
Si 1.8802 13.4742 7.4888
Si 1.8784 1.9297 7.4902
Si 1.8796 5.7816 7.4893
Si 1.8873 9.6319 7.4758
Si 5.7078 13.4794 7.5021
Si 5.7031 1.936 7.4972
Si 5.7058 5.7858 7.4954
Si 5.7054 9.6397 7.4989
Si 9.5496 13.4911 7.481
Si 9.5504 1.9458 7.4842
Si 9.5522 5.792 7.4863
Si 9.5488 9.6469 7.4757
Si 13.3925 13.4907 7.4613
Si 13.403 1.9456 7.4697
Si 13.4008 5.8 7.4651
Si 13.3989 9.6493 7.4665
Si 17.2471 13.4884 7.4489
Si 17.2468 1.947 7.4526
Si 17.2507 5.795 7.4642
Si 17.2561 9.6472 7.4528
Si 21.0897 13.484 7.4212
Si 21.0902 1.9385 7.4349
Si 21.0921 5.7864 7.4305
Si 21.0906 9.6419 7.4413
Si 24.9522 13.4744 7.415
Si 24.9491 1.9296 7.422
Si 24.9459 5.7869 7.4282
Si 24.9433 9.6342 7.4164
Si 28.8184 13.4656 7.4396
Si 28.8173 1.9289 7.4488
Si 28.8149 5.7802 7.4444
Si 28.8191 9.6337 7.4449
Si 1.887 15.3921 8.8691
Si 1.8865 3.8543 8.8593
Si 1.8949 7.7139 8.8499
Si 1.8963 11.5459 8.857
Si 5.7008 15.402 8.868
Si 5.7003 3.8603 8.8566
Si 5.7074 7.7101 8.8534
Si 5.7068 11.5589 8.8744
Si 9.5468 15.4106 8.8544
Si 9.5519 3.8664 8.8541
Si 9.5529 7.7255 8.8389
Si 9.5417 11.5682 8.8471
Si 13.3964 15.4067 8.8269
Si 13.4012 3.8764 8.8169
Si 13.4067 7.7248 8.8179
Si 13.3826 11.5741 8.8243
Si 17.2431 15.4106 8.8172
Si 17.2439 3.8656 8.8255
Si 17.2568 7.7285 8.8206
Si 17.2493 11.5706 8.8211
Si 21.0785 15.3979 8.7855
Si 21.0781 3.8653 8.786
Si 21.0862 7.7085 8.7817
Si 21.0821 11.575 8.7894
Si 24.9537 15.3898 8.782
Si 24.9375 3.8547 8.7767
Si 24.9434 7.7191 8.78
Si 24.9385 11.5544 8.777
Si 28.8313 15.382 8.7968
Si 28.8251 3.8563 8.8004
Si 28.8275 7.7073 8.7927
Si 28.8344 11.5521 8.8106
Si 30.724 15.3715 10.2112
Si 30.7281 3.8544 10.2037
Si 30.734 7.7118 10.1868
Si 30.7471 11.5314 10.212
Si 3.8007 15.3895 10.2686
Si 3.801 3.8472 10.2529
Si 3.8074 7.7021 10.2447
Si 3.8004 11.5586 10.2657
Si 7.6211 15.4082 10.2266
Si 7.6187 3.8612 10.2143
Si 7.6298 7.7187 10.2057
Si 7.6296 11.5612 10.2348
Si 11.4831 15.4186 10.2014
Si 11.4955 3.8744 10.194
Si 11.4907 7.7361 10.1793
Si 11.4671 11.5704 10.2017
Si 15.3175 15.398 10.1839
Si 15.3116 3.8826 10.1834
Si 15.3267 7.7388 10.1764
Si 15.3088 11.5682 10.1684
Si 19.1697 15.4102 10.1756
Si 19.1751 3.8631 10.1796
Si 19.1878 7.7166 10.1751
Si 19.1788 11.5935 10.1825
Si 23.0077 15.3854 10.1204
Si 22.9989 3.8513 10.1281
Si 23.0038 7.7165 10.1262
Si 23.0047 11.5791 10.1349
Si 26.8997 15.3812 10.1208
Si 26.8786 3.857 10.1093
Si 26.8895 7.7184 10.1096
Si 26.8801 11.5385 10.1096
O 32.1396 7.9254 31.4689
O 31.8537 15.9498 31.7373
O 7.0124 4.0206 31.033
O 4.5112 4.3121 31.7142
O 6.6666 7.3663 31.1549
O 4.562 11.7514 31.6105
O 8.6759 12.0041 31.627
O 6.9816 15.7705 31.2654
O 30.2096 3.7055 30.8906
O 14.1479 6.9975 31.1777
O 12.1252 11.693 31.5715
O 14.6486 11.9209 31.007
O 14.069 15.1604 31.0379
O 30.3666 14.4014 16.7681
O 31.8637 16.5396 20.1634
O 30.2273 17.0268 18.2631
O 29.6927 9.5949 18.1286
O 30.4223 12.6764 18.7293
O 32.6542 13.2994 17.5082
O 2.6311 2.2359 18.2113
O 32.5566 9.947 19.7643
O 5.7343 14.9171 20.0155
O 4.3103 13.2696 18.4932
O 8.6941 5.9735 18.4037
O 5.2131 9.5468 18.233
O 7.8109 9.3825 18.5511
O 7.9412 13.4542 18.505
O 13.2362 1.9609 17.3624
O 12.0285 9.8334 18.2646
O 6.5494 11.4619 19.4908
O 28.3036 12.8468 20.3277
O 32.5925 18.3745 29.9817
O 32.054 5.5148 30.3527
O 33.1492 9.3546 28.3886
O 32.4705 11.1932 30.0513
O 4.1884 12.552 26.1323
O 31.7901 13.6932 30.4433
O 31.5241 16.0641 29.1653
O 34.055 16.5351 28.7942
O 16.7336 17.8223 27.512
O 4.3486 6.9094 29.9236
O 5.3295 17.6742 22.5268
O 4.1313 11.2745 29.0464
O 5.1112 9.3916 30.5058
O 5.24 17.5128 30.4695
O 9.5105 4.1127 30.1138
O 5.1032 4.7686 25.5956
O 8.974 7.5227 29.8495
O 7.98 9.6242 30.9569
O 9.0266 11.1883 29.0881
O 9.2631 16.0749 29.8422
O 12.736 6.2854 27.9123
O 12.7518 4.5108 29.8419
O 12.0773 7.964 29.8439
O 8.2629 12.6136 26.9846
O 12.9901 10.9986 29.1641
O 12.5934 17.3958 30.6805
O 11.6515 14.991 30.1141
O 10.8069 12.0636 27.2841
O 29.4829 17.4615 20.6832
O 13.465 7.7118 18.7432
O 13.9873 5.4735 19.8309
O 16.6403 11.4998 21.8426
O 13.9027 9.8153 20.1993
O 29.8132 14.9362 19.9385
O 32.3597 10.9517 22.1846
O 3.2987 2.2548 20.8244
O 3.7081 9.4148 21.4769
O 32.632 5.0358 19.5616
O 32.7061 7.5428 18.7808
O 3.2835 15.4418 19.3478
O 3.7457 13.5618 21.1232
O 5.764 2.425 19.9103
O 7.0712 5.3839 20.9714
O 7.5007 13.3388 21.0876
O 8.1866 15.7883 20.3807
O 10.2687 17.0217 21.3094
O 10.5077 5.8097 20.4049
O 8.5978 3.1197 27.9257
O 9.0724 5.6107 22.6412
O 11.6315 12.3873 20.0566
O 10.612 14.7887 19.896
O 30.8085 15.0894 24.5326
O 17.1822 17.4664 24.9156
O 32.1801 6.354 21.8178
O 15.1865 4.3982 21.8982
O 9.6471 13.6696 29.0005
O 4.3564 12.8843 23.5438
O 6.5268 12.9857 25.0413
O 29.76 10.6147 22.5543
O 18.1282 14.2092 28.0825
O 8.8281 5.7057 28.0467
O 5.8242 16.3255 24.7865
O 4.6281 4.4537 21.2016
O 3.2377 6.57 25.1296
O 3.3963 9.1097 24.9466
O 10.7854 15.6608 27.7241
O 6.6578 4.9095 23.4514
O 8.8979 16.4385 23.4455
O 5.3831 10.7383 24.5825
O 7.635 3.8152 25.5508
O 11.6648 5.3444 22.8382
O 12.9809 3.0852 22.5813
O 12.7372 8.9309 22.4982
O 10.8667 10.0154 21.0558
O 32.7714 14.0196 23.0815
O 10.3329 12.2103 22.3684
O 8.6845 14.3461 25.0295
O 8.8745 11.7837 24.5548
O 3.8868 17.4293 26.1634
O 8.6239 16.7814 26.0124
O 15.1156 10.0332 27.8933
O 9.1428 11.6298 20.008
O 6.6162 15.3553 22.4774
O 3.5554 5.6624 27.5912
O 13.6475 9.5389 31.2543
O 10.8482 15.7305 25.0854
O 32.8488 11.7427 27.4681
O 6.3444 17.5534 27.0703
O 5.2116 4.5034 29.2115
O 5.0698 15.3434 27.1879
O 32.0804 7.9143 23.8927
O 17.1182 8.8703 21.6716
O 14.7061 17.9591 25.349
O 8.2276 3.2155 22.0634
O 10.9901 4.2615 27.9299
O 33.2878 4.1581 25.6599
O 10.5092 7.677 22.2616
O 4.0793 15.4532 22.9899
O 10.5328 7.7213 27.7496
O 4.9279 14.9266 29.8477
O 13.4787 3.7797 27.3727
O 31.3129 7.596 28.9281
O 10.4731 3.1145 23.4478
O 7.1783 6.3893 25.5564
O 16.5868 7.9268 31.5913
O 16.4216 16.0494 31.8781
O 22.3298 4.3001 30.9871
O 19.8468 3.9822 31.7175
O 22.027 7.3895 31.201
O 19.987 11.8266 31.6383
O 21.9879 11.5514 29.9572
O 20.0285 15.7284 31.8118
O 22.4756 15.4434 30.8341
O 24.0816 12.015 31.5625
O 27.7509 3.9315 31.804
O 14.5855 3.5616 31.4171
O 27.4346 7.5103 31.7864
O 29.8395 6.8132 30.9455
O 27.5629 11.4355 31.4228
O 30.0432 11.8109 30.8565
O 27.3722 15.8558 31.7113
O 29.5958 15.1422 30.6247
O 17.0371 2.1764 20.4282
O 15.6656 2.1007 18.2415
O 15.374 13.2599 18.418
O 18.4188 2.4436 18.2289
O 20.7178 16.8568 17.527
O 18.4629 5.6584 18.0205
O 20.8721 6.0052 17.0349
O 17.5263 10.3947 19.604
O 21.0626 14.4648 19.4865
O 18.8003 13.5518 18.5506
O 23.0959 5.7368 18.2658
O 23.1992 13.3359 18.3972
O 28.117 4.7695 19.0858
O 27.1345 9.4479 18.3072
O 21.3965 10.8987 19.274
O 27.1335 13.2981 18.0528
O 13.1686 14.3743 19.3039
O 16.175 5.5391 30.4979
O 17.6137 9.4021 28.4749
O 17.0532 11.3951 30.0069
O 19.4388 13.1824 26.1217
O 16.3137 13.8278 30.5707
O 15.7942 16.1718 29.3536
O 18.3778 16.6107 29.1273
O 32.3156 17.8351 27.3841
O 19.6631 6.9989 30.0452
O 21.3384 17.6501 22.4753
O 19.5075 11.2524 29.0819
O 20.501 9.4431 30.611
O 21.3389 6.7502 28.0437
O 24.7552 4.5071 29.954
O 18.8776 6.0599 27.6432
O 24.2815 7.5508 29.7779
O 23.3671 9.6225 31.0124
O 24.4428 11.0493 29.0705
O 23.9228 17.6292 30.9208
O 24.8697 15.6307 29.7043
O 27.9623 7.7399 29.3187
O 28.226 4.6774 29.3933
O 23.7989 12.6216 27.0691
O 28.5109 10.726 28.96
O 28.4114 17.4899 29.9714
O 27.4245 15.19 29.189
O 26.2053 11.5657 27.0565
O 14.3934 2.2861 20.5403
O 28.5218 7.34 18.9171
O 30.2173 5.8239 20.1917
O 26.6258 4.7495 22.8981
O 28.6381 9.4606 20.4947
O 15.5583 15.4255 19.8562
O 22.4165 6.8831 21.3713
O 17.2052 7.844 18.8466
O 18.9261 15.8759 19.8469
O 19.1073 13.6591 21.1687
O 21.2584 3.8245 18.3358
O 21.9084 17.3202 19.9079
O 20.1571 8.2512 21.1169
O 20.7139 6.1053 19.6029
O 22.3792 12.72 20.8715
O 23.4892 15.0403 20.364
O 25.3601 15.4696 22.1392
O 25.7112 3.6111 19.0767
O 23.5869 3.3882 27.8708
O 24.1593 5.139 22.2103
O 26.1474 11.471 19.7448
O 24.7622 9.647 17.381
O 25.8797 13.9674 20.1962
O 15.5276 15.4681 24.582
O 32.4878 17.1231 24.8436
O 15.3245 6.921 21.7363
O 31.3103 3.8635 21.5439
O 25.6214 13.3247 28.8771
O 19.9164 12.9943 23.5603
O 21.9119 12.9966 25.2881
O 14.0841 11.1709 22.4223
O 24.299 5.9057 27.7586
O 20.2704 17.3171 24.7953
O 18.142 6.7683 25.1659
O 18.3063 9.3078 25.2964
O 25.8105 15.3344 27.1603
O 21.7705 5.3214 23.4047
O 24.5487 16.87 24.159
O 20.3438 10.9478 25.1855
O 22.5834 3.9872 25.499
O 28.9447 3.649 22.6812
O 27.8169 8.8357 22.9189
O 25.8443 9.287 21.2488
O 17.6211 14.3191 23.3111
O 25.5418 16.4861 19.618
O 25.419 11.664 22.2645
O 24.0323 14.48 25.2238
O 24.2075 11.8847 24.5844
O 23.0573 16.8071 26.2351
O 28.0129 16.4416 26.4588
O 30.6063 9.773 27.6184
O 23.78 10.5834 20.3965
O 22.1609 15.6998 23.995
O 30.754 17.089 22.8828
O 29.1705 9.3408 31.0619
O 17.5788 11.7622 27.4073
O 21.0528 18.1416 27.189
O 26.6627 15.4453 24.4901
O 19.7294 15.8914 26.9402
O 28.2481 8.82 27.0195
O 16.21 8.1396 23.9861
O 29.9997 17.5618 25.3254
O 26.1813 4.0709 27.7917
O 17.6363 4.4212 26.0301
O 16.3274 8.0872 26.5858
O 25.747 7.1666 22.7507
O 19.8279 15.5519 22.8307
O 25.8778 7.9945 27.7231
O 23.2634 8.2942 27.3754
O 32.607 13.6614 25.7117
O 25.487 9.616 23.8476
O 28.6833 3.5872 27.1226
O 15.6573 7.7414 29.1226
O 26.7485 17.5037 22.7357
O 22.3059 6.6249 25.5846
O 21.8737 8.3536 19.1625
O 5.4094 8.5074 23.2297
O 20.4029 15.0541 29.3338
O 26.0803 5.7815 20.4771
O 20.7636 8.6222 26.2471
O 16.8678 13.617 25.7624
O 12.4051 14.0443 26.4168
O 20.1574 5.1095 25.5008
O 5.7908 8.5457 25.8998
O 20.2849 8.8921 23.6221
O 26.8484 11.8057 24.5398
O 15.3997 13.0405 23.6161
O 19.0659 10.5331 21.8237
O 5.8967 6.7138 27.8468
O 32.1794 7.9792 26.4385
O 6.211 9.1825 20.7
O 20.9974 17.5445 30.1715
O 30.9684 12.4583 23.9419
O 16.622 5.5182 19.9266
O 30.6762 12.8144 21.3451
O 21.9503 4.2846 21.0456
O 21.6436 10.3442 21.8764
O 16.8524 18.495 30.0859
O 14.8448 13.2377 21.0162
O 19.5862 2.9463 20.6185
O 30.163 8.0408 22.1202
O 27.574 3.2142 24.8844
O 15.4033 17.4117 22.909
O 12.7472 16.7862 26.451
O 20.3732 4.5871 29.2501
O 4.8834 7.0183 21.0982
O 28.7285 11.323 26.4226
O 11.4868 12.1989 24.754
O 6.5857 11.5683 29.9866
O 13.2369 11.4698 26.6218
O 9.9129 3.6979 19.0057
O 12.8089 8.9411 27.4843
O 33.8563 14.011 28.0596
O 7.9869 8.113 27.3869
O 27.6207 13.7205 26.2011
O 12.3856 3.767 25.0252
O 27.755 6.1476 27.2667
O 10.5547 9.9471 23.66

Results
total energy: -216860.165 eV
total energy less fixed offsets of O -438.35, Si -107.03 eV per atom: -5.835 eV

Forces (eV/angstrom), in the order of the atoms: element, x, y, z
Si 0.1719 -0.0802 0.6483
Si 0.0902 0.0909 0.1141
Si 0.1974 -0.0224 0.6914
Si 0.2776 -0.1599 0.6157
Si -0.1925 -0.1114 0.6367
Si -0.3077 -0.0793 0.5724
Si 0.0075 -0.0387 0.1814
Si -0.3048 -0.0364 0.6515
Si 0.271 -0.4565 0.4282
Si 0.2987 -0.1973 0.4982
Si 0.0822 0.0975 0.0984
Si 0.2063 0.3489 0.5349
Si -0.385 0.1774 0.5505
Si -0.3944 -0.0844 0.4214
Si -0.0884 -0.0927 0.0365
Si -0.2052 0.0769 0.6095
Si -0.0673 0.0134 0.1167
Si 0.0102 -0.0158 0.022
Si -0.2161 0.0175 0.6575
Si 0.0182 0.0076 -0.0128
Si -0.0865 0.0184 -0.0099
Si 0.0259 0.004 0.034
Si 0.2598 -0.0908 0.5662
Si 0.0354 -0.0173 0.0099
Si 0.022 -0.0614 -0.0091
Si -0.0456 0.0033 0.0655
Si 0.0273 -0.0499 -0.0507
Si -0.0093 0.0358 0.0136
Si -0.0255 0.0193 0.0096
Si 0.1696 -0.0176 0.5872
Si 0.0448 0.0202 0.0332
Si -0.0822 0.0068 -0.0282
Si 0.0428 0.0103 -0.0564
Si 0.003 -0.02 -0.089
Si 0.0192 0.0157 -0.085
Si 0.0332 -0.0354 -0.0979
Si -0.0155 0.0145 -0.0522
Si -0.0119 0.0007 -0.0773
Si -0.0129 -0.0435 -0.0438
Si 0.0833 0.0006 0.0292
Si -0.0439 0.002 -0.0949
Si 0.0158 -0.0022 -0.0901
Si -0.1716 0.0198 0.596
Si -0.0027 0.0168 -0.0158
Si -0.0178 0.0122 -0.0696
Si -0.0342 0.0057 -0.0874
Si -0.0191 0.0295 -0.0643
Si -0.03 0.0014 -0.0585
Si -0.01 -0.0125 -0.0413
Si -0.0154 0.005 -0.0391
Si 0.0107 -0.0175 -0.0299
Si 0.0039 0.0273 -0.0351
Si 0.0066 -0.033 0.043
Si 0.0098 0.0089 0.033
Si -0.0166 0.0037 0.0301
Si 0.0072 0.0174 0.0225
Si 0.0051 -0.0219 -0.0491
Si -0.0073 0.0212 -0.0077
Si -0.001 -0.0059 -0.0264
Si 0.0471 -0.0201 -0.1022
Si 0.0157 0.0128 0.0386
Si 0.0064 -0.0151 0.0353
Si 0.0051 0.032 0.0218
Si -0.0304 -0.01 0.0506
Si 0.0044 0.001 0.0361
Si -0.0105 0.0025 0.0265
Si -0.0009 0.01 0.0114
Si 0.017 -0.0016 0.0218
Si 0.0085 -0.0028 0.014
Si -0.0025 0.0056 -0.031
Si 0.0134 0.0086 -0.0024
Si 0.0121 0.003 -0.021
Si -0.0076 0.0019 0.014
Si -0.0036 0.0488 -0.017
Si 0.0007 -0.025 0.0307
Si -0.0096 -0.0164 -0.0117
Si -0.0021 -0.0096 -0.0271
Si -0.004 0.0171 -0.0062
Si -0.017 -0.0059 -0.0161
Si 0.0022 -0.0099 0.0106
Si 0.0163 0.005 0.0225
Si 0.0302 -0.0111 0.0264
Si 0.0244 -0.0016 0.0197
Si 0.016 0.0115 0.018
Si -0.033 -0.0107 0.019
Si -0.033 0.0093 0.0251
Si -0.0187 -0.0079 0.0265
Si -0.0337 -0.0014 0.0172
Si 0.0252 -0.0105 0.0272
Si 0.0489 0.0176 0.0254
Si 0.0229 -0.009 0.0252
Si 0.0377 0.0062 0.0187
Si -0.0292 -0.0004 0.0221
Si -0.0287 -0.0101 0.0229
Si -0.0341 0.0013 0.0199
Si -0.0228 0.0031 0.0189
Si -0.0024 0.0188 -0.0051
Si 0.0078 0.0026 -0.0178
Si -0.0131 -0.0075 -0.0173
Si 0.0224 0.0025 -0.0142
Si -0.0157 -0.001 -0.0226
Si -0.001 0.0242 -0.0145
Si -0.0008 -0.0047 -0.0143
Si 0.0132 -0.0075 -0.0023
Si -0.002 0.0107 -0.0149
Si -0.0083 0.0017 -0.0138
Si -0.0002 0.0055 -0.0096
Si -0.0072 0.0013 -0.0205
Si 0.0036 -0.0134 -0.0183
Si 0.0045 -0.0041 -0.0249
Si 0.005 0.0088 -0.0338
Si 0.0131 -0.0115 -0.0297
Si -0.0227 0.0232 0.028
Si -0.0112 0.0259 0.0276
Si 0.0052 0.0192 -0.0105
Si -0.0258 -0.0317 0.0185
Si -0.0005 -0.0177 0.0038
Si 0.0064 0.0179 0.0427
Si 0.0004 0.0014 0.0083
Si -0.0301 -0.003 0.0284
Si 0.005 -0.004 0.0419
Si -0.0016 -0.0206 0.0244
Si -0.0073 -0.0085 0.0043
Si 0.0092 0.0214 -0.0038
Si 0.0032 0.0069 0.0007
Si -0.0031 -0.0034 -0.0065
Si 0.0162 0.0062 0.0166
Si -0.008 -0.0129 0.0052
Si 0.0143 0.0538 -0.0047
Si 0.0029 -0.0832 -0.0106
Si 0.0223 0.0121 -0.0203
Si 0.009 0.0022 -0.0473
Si -0.0153 -0.0753 0.0131
Si -0.049 -0.0002 -0.0164
Si -0.0083 0.0291 -0.0178
Si 0.0047 0.0221 -0.0218
Si -0.006 -0.0056 -0.0215
Si 0.0309 -0.0067 -0.0132
Si -0.0171 -0.0085 -0.0208
Si -0.0142 0.019 -0.0186
Si 0.0104 -0.0296 0.0097
Si 0.0228 -0.0282 -0.0262
Si 0.0074 0.0082 -0.0307
Si 0.0102 0.0146 -0.025
Si 0.0951 0.3981 -0.4471
Si 0.0268 -0.0454 0.0418
Si -0.0498 0.0085 0.0384
Si -0.0043 0.0264 0.063
Si -0.046 0.0186 0.0134
Si 0.4399 -0.1272 -0.3522
Si 0.1375 0.2321 -0.6881
Si 0.0168 0.0388 0.0034
Si -0.0029 -0.008 0.0396
Si -0.3696 -0.0176 -0.4122
Si 0.0091 0.0482 0.0422
Si 0.0073 0.0186 0.0742
Si 0.0044 0.0272 -0.0142
Si 0.0201 -0.0816 -0.0073
Si -0.3248 -0.0656 -0.4164
Si 0.0153 -0.0117 0.0239
Si -0.2505 0.1796 -0.7061
Si -0.0111 0.0232 0.0325
Si 0.4331 -0.049 -0.4048
Si -0.0762 -0.4711 -0.4321
Si 0.0203 -0.0135 0.0151
Si -0.0457 0.063 0.0295
Si -0.0274 -0.0101 -0.0138
Si 0.2209 0.0542 -0.6825
Si 0.0908 -0.0831 -0.0377
Si -0.0234 0.0687 0.031
Si 0.254 0.0664 -0.6196
Si 0.2174 0.0053 -0.6386
Si 0.0165 -0.424 -0.3144
Si 0.005 0.0371 0.0541
Si 0.0491 0.0238 0.0028
Si -0.1282 -0.1224 -0.6153
Si 0.0791 0.0119 -0.1527
Si -0.0003 -0.345 -0.6402
Si -0.0469 -0.0924 -0.1185
Si -0.0239 -0.0922 -0.1452
Si 0.0445 0.1582 -0.1387
Si 0.0154 -0.1345 -0.7389
Si -0.5133 0.0137 -0.2049
Si 0.0057 -0.0885 0.0158
Si -0.015 0.1541 -0.5342
Si 0.0321 0.0077 0.0572
Si -0.033 0.0668 -0.0451
Si -0.0492 -0.0121 0.0029
Si -0.5967 0.0134 -0.1853
Si 0.3681 0.1798 -0.3754
Si 0.4672 0.2739 -0.4065
Si -0.0258 -0.0025 0.0366
Si 0.0871 0.0086 -0.0348
Si -0.0329 0.0391 0.0479
Si 0.0343 -0.0828 0.0166
Si 0.0034 -0.1549 -0.1443
Si 0.0633 -0.0141 0
Si -0.0079 -0.0023 -0.1605
Si 0.0715 0.0331 -0.0144
Si 0.0506 -0.0493 -0.186
Si 0.0241 0.0917 -0.6678
Si -0.0844 -0.1703 -0.068
Si -0.0919 -0.0026 0.1012
Si 0.0109 -0.0081 0.0455
Si 0.1208 -0.1868 -0.2166
Si 0.0144 0.0512 0.0443
Si 0.1015 0.1999 -0.524
Si 0.0899 -0.1295 0.064
Si 0.0515 -0.0349 -0.0168
Si 0.0514 0.0465 0.1141
Si -0.0522 0.0368 0.0429
Si -0.01 0.104 0.027
Si 0.025 0.1069 -0.0773
Si 0.4603 -0.3502 -0.0657
Si 0.6569 -0.2251 0.1667
Si -0.1176 -0.0128 0.0323
Si 0.0712 0.1459 0.0096
Si -0.0621 0.0404 0.013
Si 0.0065 0.0617 -0.0857
Si 0.0896 0.0911 0.0967
Si 0.0611 0.1449 -0.0496
Si -0.0215 -0.074 -0.084
Si -0.0653 0.0386 -0.03
Si -0.1826 -0.0053 -0.064
Si 0.065 -0.0197 -0.0849
Si 0.0702 -0.0774 0.077
Si 0.0631 0.0966 -0.0031
Si 0.0811 0.0321 0.0832
Si 0.0048 -0.0753 0.0699
Si -0.4432 0.3769 -0.0193
Si -0.0936 -0.0434 -0.0746
Si 0.0842 -0.0034 0.1138
Si 0.0916 0.0053 0.0544
Si -0.0341 0.0413 0.0895
Si 0.0099 -0.0164 0.076
Si 0.1363 0.0418 0.0621
Si -0.0326 -0.0139 -0.0194
Si -0.0248 0.0552 0.1102
Si 0.0057 0.0197 0.0768
Si -0.0396 0.0084 0.1399
Si 0.1881 -0.0169 0.6401
Si 0.0574 0.0596 0.1106
Si 0.2337 -0.0601 0.623
Si 0.2419 -0.1909 0.6088
Si -0.1671 0.0635 0.6693
Si -0.3218 -0.0779 0.6027
Si -0.0586 0.0298 0.1944
Si -0.0469 0.1266 0.1604
Si 0.2621 0.1838 0.6076
Si 0.3523 -0.2259 0.5157
Si 0.0263 0.1084 0.0777
Si 0.3209 -0.3288 0.7371
Si -0.105 -0.0566 0.1231
Si -0.0228 0.0413 0.0877
Si -0.139 -0.0458 0.0509
Si -0.0113 0.1255 0.1833
Si -0.0819 -0.0328 0.1616
Si -0.0091 -0.0255 0.0296
Si -0.2403 -0.0492 0.6538
Si -0.2393 -0.0074 0.7305
Si -0.013 0.0084 -0.0002
Si -0.0545 -0.0024 0.0137
Si 0.2652 -0.0926 0.5966
Si -0.0208 0.0204 -0.0115
Si -0.2518 0.022 0.671
Si -0.1724 0.1578 0.6965
Si 0.0032 -0.0373 -0.1253
Si -0.1496 -0.113 0.737
Si -0.0133 0.0047 0.0131
Si 0.1429 -0.0269 0.581
Si 0.0296 0.0154 0.0212
Si 0.079 -0.0132 0.0781
Si 0.0319 -0.0037 -0.0864
Si 0.0114 -0.0119 -0.1049
Si 0.0173 0.0199 -0.1023
Si 0.0105 -0.0568 -0.0938
Si -0.0226 0.0098 -0.0489
Si 0.0012 -0.0115 -0.08
Si -0.0362 -0.0301 -0.0549
Si 0.0472 0.0224 0.032
Si -0.0265 -0.0184 -0.1075
Si 0.0136 0.0136 -0.133
Si -0.1608 0.0769 0.658
Si 0.021 -0.0002 -0.0909
Si -0.0077 0.0101 -0.0731
Si -0.0188 0.018 -0.0696
Si -0.0071 0.0146 -0.0698
Si -0.0077 -0.0038 -0.0625
Si -0.0003 -0.0169 -0.0408
Si -0.0187 0.0112 -0.0481
Si -0.0216 0.008 -0.0293
Si -0.0173 0.0008 -0.0087
Si -0.0173 0.0014 0.0382
Si -0.0104 0.0009 0.0359
Si -0.0137 -0.0082 0.0196
Si -0.0162 0.0115 0.028
Si -0.0498 -0.0062 -0.0399
Si -0.0133 0.0011 -0.0212
Si -0.0132 -0.0082 -0.0254
Si -0.0437 -0.0194 -0.0729
Si 0.002 0.0097 0.0247
Si -0.0167 -0.0036 0.0281
Si -0.0279 0.0299 0.0207
Si -0.0134 -0.0049 0.0343
Si 0.0083 -0.0107 0.0374
Si 0.0099 0.0009 0.0164
Si 0.0015 0.0153 0.0158
Si 0.0182 0.0036 0.0521
Si -0.0001 -0.0044 0.0052
Si 0.0069 -0.003 -0.026
Si -0.004 0.0155 -0.0053
Si -0.0028 -0.0014 -0.0141
Si -0.006 0.0044 0.0432
Si 0.0118 0.0152 0.0233
Si 0.0157 0 0.0222
Si 0.0179 -0.0014 0.0231
Si -0.0028 0.0012 -0.0278
Si -0.0056 0.0106 -0.0043
Si 0.0176 -0.0078 -0.0301
Si -0.0067 -0.0084 0.001
Si 0.0206 0.0006 0.0209
Si 0.0371 -0.0028 0.0248
Si 0.0275 0.0083 0.0238
Si 0.0026 0.0071 0.018
Si -0.0252 -0.0076 0.0314
Si -0.0361 0.0041 0.023
Si -0.0289 -0.0123 0.039
Si -0.0322 0.0026 0.0274
Si 0.0058 -0.0121 0.017
Si 0.0218 0.013 0.014
Si 0.0219 0.0025 0.0196
Si 0.0166 0.0101 0.0168
Si -0.0149 0.0035 0.0273
Si -0.0187 -0.0015 0.0325
Si -0.0352 -0.0089 0.0216
Si -0.0249 0.01 0.0279
Si -0.0105 -0.0138 -0.0194
Si -0.0018 -0.0085 -0.0194
Si -0.0042 0.0142 -0.0144
Si 0.0227 -0.0017 -0.0251
Si 0.0265 -0.0068 -0.019
Si 0.0115 -0.0094 -0.0016
Si 0.0082 0.0116 -0.0042
Si -0.0027 -0.012 -0.0248
Si -0.0135 0.008 -0.0129
Si 0.0171 0.0218 -0.0263
Si -0.0247 -0.0323 -0.0187
Si 0.0201 -0.0119 -0.0301
Si 0.0232 -0.0053 -0.0071
Si -0.0125 -0.0265 -0.0179
Si 0.0286 0.0037 -0.0084
Si -0.0325 0.0218 -0.0313
Si -0.0124 0.0086 0.0389
Si -0.0016 0.0027 0.0185
Si 0.0041 -0.0115 0.0024
Si -0.0117 0.0055 -0.01
Si 0.0051 -0.0169 -0.0069
Si 0.0014 0.0144 0.0285
Si 0.0008 0.0098 -0.0277
Si -0.0216 0.0046 0.0064
Si 0.0077 -0.0046 0.0311
Si 0.0362 -0.0104 -0.0212
Si -0.0169 0.0078 0.0451
Si 0.0027 0.0275 0.0043
Si 0.0049 -0.0177 -0.0074
Si -0.0183 -0.0099 0.0037
Si -0.0128 0.0296 -0.0039
Si -0.0052 -0.0263 -0.0087
Si -0.0093 0.0132 -0.0387
Si -0.0061 -0.005 -0.0784
Si -0.0086 -0.0033 -0.0069
Si 0.0061 -0.0059 -0.0108
Si 0.0044 -0.0038 -0.0101
Si -0.0089 0.0151 -0.0028
Si -0.0133 -0.0483 -0.0174
Si 0.0174 0.0519 -0.0135
Si 0.0085 0.0262 -0.0206
Si 0.0058 0.0104 -0.0175
Si -0.0242 -0.0022 -0.0295
Si -0.0155 -0.0601 -0.0125
Si 0.0099 -0.0582 -0.0339
Si 0.0225 0.0273 -0.0365
Si 0.0128 -0.0466 -0.0427
Si -0.0055 0.0244 -0.0546
Si 0.02 0.0015 0.0377
Si 0.0068 -0.0404 0.0328
Si 0.0535 0.0273 0.068
Si 0.0079 0.0329 0.0068
Si 0.0146 -0.034 0.0264
Si -0.2406 -0.0895 -0.6692
Si -0.078 0.0785 -0.5995
Si 0.0082 0.0002 -0.0272
Si 0.0134 -0.0393 0.06
Si 0.1683 0.0313 -0.4213
Si -0.0613 -0.05 0.005
Si 0.0016 0.0553 -0.0068
Si -0.0342 -0.0578 -0.0061
Si -0.0361 0.0293 -0.0218
Si 0.3074 0.0118 -0.8187
Si -0.0108 -0.0317 0.0474
Si 0.1556 -0.0566 -0.8098
Si 0.0029 0.003 -0.0053
Si -0.0406 -0.0218 0.1002
Si 0.2148 0.0778 -0.5577
Si 0.0014 -0.0042 0.0149
Si -0.3368 0.113 -0.666
Si 0.0171 -0.0905 -0.0158
Si -0.1679 -0.0068 -0.6079
Si 0.0613 -0.0748 -0.0272
Si -0.0074 0.0563 0.0013
Si -0.4964 -0.0049 -0.1456
Si 0.238 0.1376 -0.6272
Si -0.0107 -0.1456 -0.7329
Si -0.0006 -0.0533 -0.0194
Si 0.0368 0.0062 0.0739
Si 0.1554 0.0271 -0.1292
Si 0.0355 -0.0515 -0.0503
Si 0.3006 -0.0732 -0.6481
Si -0.1416 0.0106 -0.7938
Si 0.0177 -0.0226 -0.0498
Si 0.0938 0.0757 -0.0479
Si -0.379 -0.0597 -0.5676
Si 0.0792 0.0992 0.0422
Si -0.0645 -0.0393 -0.0375
Si 0.6899 -0.0772 -0.2599
Si 0.3032 0.0927 0.0381
Si -0.0534 -0.0042 -0.0297
Si 0.0923 -0.1422 -0.1583
Si 0.0707 0.0275 0.0213
Si -0.2158 0.32 -0.5192
Si 0.1557 -0.0675 -0.0865
Si -0.3956 0.1401 -0.5343
Si 0.0172 -0.0458 -0.021
Si -0.078 -0.0182 0.0363
Si 0.1233 0.0487 -0.0579
Si 0.0509 -0.018 -0.1021
Si 0.0183 0.0663 0.0265
Si -0.0701 0.0533 -0.2348
Si -0.0175 0.0236 0.0482
Si -0.1156 -0.0357 -0.0491
Si 0.0264 0.0455 -0.018
Si -0.0521 -0.1598 -0.0099
Si -0.0777 0.0019 0.0709
Si -0.0049 -0.0366 0.0693
Si 0.0081 0.0312 -0.324
Si -0.0079 0.0465 0.1026
Si 0.0227 0.1684 -0.1841
Si 0.0172 -0.0584 -0.0377
Si 0.0374 -0.0521 -0.0277
Si 0.0188 0.0905 0.0912
Si -0.0313 0.144 -0.0584
Si -0.0007 0.042 -0.0509
Si -0.0147 0.1179 -0.0432
Si 0.0575 -0.0634 -0.1172
Si -0.0251 -0.0002 0.0601
Si -0.1515 -0.018 -0.0623
Si 0.0098 -0.0208 -0.0204
Si -0.0056 0.0109 0.0528
Si -0.0049 0.0517 -0.0118
Si -0.0512 0.0029 0.0266
Si 0.0567 0.1074 -0.0126
Si -0.5237 0.2783 0.0788
Si -0.1264 -0.0401 0.0542
Si -0.1163 -0.0179 -0.07
Si -0.1299 0.0303 -0.1011
Si -0.0741 0.016 -0.0181
Si -0.122 0.0499 0.0056
Si 0.0768 0.0645 0.0577
Si 0.0281 -0.103 0.1375
Si 0.3952 0.5754 -0.4869
Si -0.374 -0.6212 0.1905
Si -0.0009 -0.0738 0.0108
Si 0.0638 -0.0026 0.0891
Si -0.0514 0.0521 -0.014
Si -0.0358 -0.0251 0.0738
Si -0.0965 0.1447 0.0566
Si -0.1086 0.0575 -0.0459
Si -0.0551 0.0162 0.0559
Si -0.0005 0.0284 0.0215
Si -0.106 0.0878 0.0341
Si -0.0107 0.0018 -0.0067
Si -0.0096 -0.0137 -0.0064
Si -0.0024 0.0078 -0.0119
Si -0.0106 -0.0005 -0.0085
Si 0.0113 0.0036 -0.0108
Si 0.0069 -0.0015 -0.0036
Si 0.0131 0.0028 -0.0098
Si 0.0032 -0.0019 -0.0081
Si -0.0217 -0.0007 -0.0103
Si -0.0151 -0.0051 -0.0069
Si -0.0112 -0.0029 -0.0127
Si -0.0034 0.0108 -0.0098
Si 0.0024 -0.0103 -0.0116
Si 0.0184 -0.0018 -0.009
Si 0.0142 -0.0016 -0.0129
Si 0.0108 0.003 -0.009
Si -0.0149 0.0067 -0.0128
Si -0.0076 -0.0128 -0.0131
Si -0.0155 0.0025 -0.0138
Si -0.0133 -0.0096 -0.014
Si 0.0142 0.0122 -0.0095
Si 0.0156 -0.011 -0.0058
Si 0.0235 0.0005 -0.0145
Si 0.0122 -0.0014 -0.0134
Si -0.0166 -0.0021 -0.0077
Si -0.0173 0.0047 -0.0116
Si -0.0056 -0.0031 -0.0118
Si -0.0129 0.0022 -0.0132
Si 0.0074 -0.0103 -0.0075
Si 0.0153 0.0091 -0.0059
Si 0.0149 -0.0111 -0.0079
Si 0.0175 0.0027 -0.0132
Si 0.0027 0.0017 0.0185
Si 0.0015 0.0079 0.0225
Si 0.0027 -0.0034 0.0198
Si 0.0049 -0.0066 0.0168
Si 0.0007 0.0017 0.0097
Si 0.0006 0.004 0.0071
Si 0.0006 0.0002 0.0068
Si 0.0022 -0.0007 0.0044
Si -0.001 -0.0071 0.0175
Si -0.0018 0.0123 0.0247
Si -0.0064 -0.0017 0.0263
Si -0.0062 -0.0065 0.0192
Si 0.0066 -0.0033 0.0039
Si 0.0019 -0.0005 0.0028
Si 0.0026 -0.0047 0.004
Si 0 -0.0011 0.0013
Si 0.0013 -0.0078 0.0166
Si -0.0049 0.0141 0.0184
Si -0.0005 0.0057 0.026
Si -0.0031 -0.0076 0.0227
Si -0.0039 0.008 0.0021
Si -0.0043 0.0038 0.0064
Si -0.004 0.0012 0.002
Si -0.0019 0.0024 0.0003
Si 0.0005 -0.0084 0.0156
Si 0.0048 0.0067 0.0135
Si 0.0008 0.0073 0.0189
Si -0.0001 0.0014 0.0156
Si 0.0063 -0.0032 0.003
Si 0.0023 -0.002 0.0046
Si -0.0046 -0.0008 0.0044
Si 0.0013 -0.0046 0.005
Si 0.0007 0.0013 -0.0154
Si -0.0054 -0.0005 -0.0111
Si 0.0035 0.0018 -0.012
Si -0.0128 0.003 -0.0153
Si -0.0007 0.0007 -0.0191
Si -0.0025 0.0027 -0.0184
Si -0.0004 -0.0033 -0.0177
Si 0.0017 0.001 -0.0202
Si 0.0007 0.003 -0.0151
Si 0.0066 -0.0043 -0.0062
Si 0.0108 0.003 -0.0066
Si 0.0016 -0.0025 -0.0086
Si -0.0019 0.0026 -0.0179
Si 0.0007 0.0009 -0.0157
Si -0.0028 0.001 -0.0131
Si -0.0104 -0.002 -0.0134
Si 0.0102 0 -0.0153
Si 0.0047 -0.0041 -0.0103
Si 0.0041 0.0007 -0.0064
Si -0.008 0.0008 -0.0135
Si 0.0004 -0.0028 -0.0131
Si 0.0083 0.0023 -0.0151
Si 0.0032 -0.004 -0.017
Si 0.0038 -0.0013 -0.0188
Si -0.0072 0.0029 -0.0118
Si -0.0004 -0.0013 -0.0066
Si -0.0004 0.0005 -0.0049
Si -0.0016 -0.0012 -0.0057
Si -0.0071 0.0046 -0.0186
Si 0.0023 0.0017 -0.0151
Si 0.0043 0.0016 -0.0158
Si -0.003 0.0023 -0.0158
Si 0.0186 -0.006 0.0137
Si 0.0228 0.0005 0.0167
Si 0.0145 0 0.0155
Si 0.0175 -0.0032 0.0141
Si -0.0113 0.0038 0.0188
Si -0.0139 0.0042 0.0158
Si -0.0096 -0.0015 0.0141
Si -0.0065 -0.0046 0.0131
Si 0.0048 0.0001 0.0164
Si 0.0078 0.002 0.0152
Si 0.0024 -0.0002 0.0145
Si 0.0021 -0.0009 0.0181
Si -0.0068 -0.0036 0.0131
Si -0.0119 0.0019 0.0186
Si -0.0167 -0.0022 0.018
Si -0.0058 -0.0004 0.0166
Si 0.0084 -0.0031 0.0114
Si 0.0132 0.0017 0.0136
Si 0.0174 -0.0024 0.0156
Si 0.0159 -0.0021 0.0145
Si -0.0113 0.005 0.0161
Si -0.0169 0.005 0.0147
Si -0.015 0.0007 0.0134
Si -0.0109 0.0016 0.0091
Si 0.0034 -0.0001 0.0138
Si 0.0064 0.0032 0.0169
Si -0.0008 0.004 0.0107
Si 0.0018 0.0015 0.0138
Si 0.0017 -0.0038 0.0129
Si -0.0071 0 0.0159
Si -0.0087 0.0018 0.0172
Si -0.0066 -0.0013 0.0108
Si -0.0224 0.0012 -0.0167
Si -0.0257 0.0072 -0.0206
Si -0.0171 -0.0018 -0.012
Si -0.0151 0.0045 -0.0141
Si 0.0099 0.0003 -0.0168
Si 0.0168 0.0052 -0.0142
Si 0.0153 0.002 -0.0165
Si 0.007 -0.0027 -0.0187
Si -0.006 0.0006 -0.0173
Si -0.0102 0.0017 -0.0159
Si -0.0128 -0.0026 -0.0129
Si -0.0029 -0.0014 -0.0125
Si 0.0097 -0.0002 -0.0175
Si 0.0125 0.0004 -0.0157
Si 0.0215 -0.0016 -0.0079
Si 0.0117 -0.0014 -0.0099
Si -0.0114 -0.0015 -0.0159
Si -0.0106 0.0015 -0.0164
Si -0.0157 -0.0021 -0.0092
Si -0.0221 0.001 -0.0106
Si 0.0126 -0.0056 -0.0168
Si 0.0169 0.0027 -0.0147
Si 0.0237 -0.0012 -0.0137
Si 0.0144 -0.0035 -0.0191
Si -0.0069 -0.0011 -0.0146
Si -0.0083 0.0011 -0.0128
Si -0.0094 0.0043 -0.0113
Si -0.0042 -0.0071 -0.0103
Si 0.0031 -0.0029 -0.0135
Si 0.007 0.0019 -0.0128
Si 0.0096 0.0004 -0.0065
Si 0.0123 0.0055 -0.0065
Si -0.0035 -0.0065 0.0163
Si 0.0038 -0.005 0.0184
Si 0.0095 0.0088 0.0166
Si 0.007 -0.003 0.0083
Si 0.0036 0.0015 0.019
Si -0.0051 0.0038 0.0164
Si -0.0079 -0.0002 0.013
Si -0.0112 -0.0024 0.0166
Si 0.0044 -0.0058 0.014
Si 0.0021 -0.0015 0.0158
Si -0.0039 0.0065 0.0188
Si -0.0117 0.0002 0.0147
Si -0.0075 0.0009 0.0143
Si 0.0059 0.0003 0.0145
Si 0.0006 0.0016 0.0185
Si 0.0019 -0.0029 0.0184
Si -0.0019 0.0012 0.0171
Si -0.0025 -0.0029 0.0096
Si 0.0003 0.0016 0.0173
Si 0.0206 0.0036 0.0097
Si 0.0005 0.0031 0.014
Si -0.0085 0.0049 0.015
Si -0.0073 0.0014 0.0118
Si -0.0096 -0.0008 0.0127
Si 0.0067 -0.0024 0.0138
Si 0.0019 -0.0022 0.0162
Si -0.009 0.0031 0.0194
Si -0.015 0.0029 0.0051
Si 0.0076 0.0014 0.01
Si 0.0225 -0.0068 0.0198
Si 0.0058 0.003 0.0197
Si 0.0062 -0.0032 0.0142
Si 0.0011 0.0075 -0.0152
Si -0.0022 0.0105 -0.0132
Si -0.004 0.0035 -0.0157
Si -0.0059 -0.0105 -0.0119
Si -0.0023 0.0173 -0.0167
Si 0.0086 0.0028 -0.0158
Si 0.0003 -0.0134 -0.0143
Si -0.0023 -0.0106 -0.0123
Si -0.0012 -0.0004 -0.018
Si -0.0019 -0.0084 -0.0139
Si 0.0073 0.0066 -0.0178
Si 0.0055 0.003 -0.0177
Si 0.0001 -0.0003 -0.0213
Si -0.0018 -0.0007 -0.0186
Si -0.0026 -0.0031 -0.0183
Si 0.0121 -0.0027 -0.0193
Si 0.0045 -0.0009 -0.0164
Si 0.0086 -0.0049 -0.0139
Si -0.0044 0.0054 -0.0128
Si -0.0059 -0.0044 -0.0122
Si 0.0047 -0.0033 -0.0149
Si 0.0054 0.0056 -0.0218
Si 0.0015 -0.0063 -0.0219
Si -0.0037 -0.0092 -0.0144
Si -0.0082 -0.0006 -0.011
Si -0.0046 -0.0073 -0.0114
Si -0.0011 0.0116 -0.0187
Si 0.0065 -0.0084 -0.0233
Si -0.0113 0.0085 -0.0202
Si -0.0121 -0.0049 -0.0172
Si 0.0003 0.004 -0.015
Si -0.0024 -0.002 -0.0167
Si -0.0246 -0.0122 0.0141
Si -0.0077 0.0035 0.019
Si -0.002 0.0164 0.0102
Si -0.0152 0.003 0.01
Si 0.0119 -0.0134 0.0248
Si 0.0097 0.0005 0.0256
Si -0.0092 0.0071 0.0121
Si -0.003 0.008 0.0159
Si 0.0192 -0.0119 0.0072
Si 0.0084 0.0016 0.0056
Si 0.0023 -0.007 0.0125
Si 0.015 0.0143 0.0073
Si -0.0009 -0.0062 0.0102
Si -0.0055 0.0066 0.0071
Si -0.0035 -0.0027 0.0068
Si -0.0167 0.0045 0.0081
Si -0.0073 0.0021 0.0146
Si -0.0089 -0.0014 0.0161
Si 0.004 0.0058 0.0192
Si -0.0163 -0.0025 0.0149
Si -0.014 0.0029 0.0251
Si -0.0159 -0.0005 0.0204
Si 0.0014 -0.0044 0.0196
Si 0.0133 0.008 0.0255
Si 0.0135 -0.006 0.0191
Si 0.0116 0.0005 0.0183
Si -0.0065 -0.0063 0.0102
Si 0.0066 0.0193 0.0173
Si 0.0113 -0.0093 0.0071
Si -0.009 0.0042 0.0059
Si -0.0035 0.0115 0.005
Si -0.0225 0.0074 -0.0034
O 0.1291 0.3716 -0.253
O 0.1941 0.2771 -0.0711
O -0.0816 0.177 0.2969
O -0.1067 0.36 -0.0875
O -0.0086 -0.5933 -0.0592
O 0.1795 0.193 -0.2529
O 0.1087 0.3377 -0.1504
O 0.0366 -0.3754 0.153
O 0.1553 0.0111 -0.0784
O -0.0878 -0.4817 0.25
O -0.4304 0.1806 -0.3819
O -0.0476 0.3175 0.1522
O 0.0969 -0.1999 0.1908
O -0.3713 0.0055 -0.0866
O 0.253 -0.168 0.2531
O 0.0035 0.06 0.1786
O -0.1843 0.0593 0.2996
O 0.0657 -0.3683 0.2202
O 0.1215 -0.0975 0.3586
O -0.4956 0.2657 0.0252
O -0.3562 0.3124 0.0937
O 0.0326 0.1773 -0.2468
O 0.6478 -0.1549 0.1025
O -0.2365 0.4163 0.1759
O 0.2268 -0.0488 -0.0385
O 0.2608 -0.4156 0.5064
O -0.4068 0.3245 0.0801
O 0.151 0.1625 0.2581
O -0.3172 0.349 0.2044
O -0.4378 0.307 -0.0143
O 0.061 -0.065 0.3921
O 0.4124 0.0315 0.1008
O 0.2091 0.2592 -0.3673
O 0.5755 -0.2855 0.0706
O 0.0157 -0.3902 0.1485
O 0.1314 -0.1813 0.5356
O 0.4198 -0.1536 -0.3792
O -0.2509 -0.0692 -0.5635
O 0.3837 0.3207 -0.079
O -0.467 -0.0667 -0.0957
O -0.3115 -0.0246 -0.0614
O 0.2497 0.3435 0.1896
O 0.1065 0.4402 -0.4881
O 0.2066 0.1418 -0.0008
O -0.3634 0.0503 -0.474
O 0.4881 0.2935 0.0009
O 0.0476 -0.1879 -0.0766
O 0.4782 0.0191 -0.1115
O 0.135 0.189 0.2378
O 0.2317 -0.3801 -0.202
O -0.3284 0.4054 -0.4821
O 0.6074 0.1826 -0.3592
O -0.1447 0.5346 -0.0982
O -0.6889 0.0534 -0.0772
O -0.3444 0.0724 0.0341
O -0.3125 0.1314 -0.1868
O -0.1915 -0.1767 -0.0823
O 0.2135 -0.3541 -0.3702
O 0.0719 -0.3506 0.3485
O -0.6421 -0.1343 -0.2726
O -0.2081 -0.0233 0.1743
O -0.3383 -0.3216 0.0895
O 0.1821 0.1629 0.0846
O 0.0946 0.1482 0.1243
O -0.2183 0.1097 0.1754
O 0.3625 0.2256 0.173
O -0.3672 -0.0333 0.5851
O 0.0688 0.1803 -0.1603
O 0.4193 -0.5804 0.0904
O 0.0135 -0.0091 0.2189
O -0.1647 -0.2078 -0.1903
O -0.3585 -0.5392 -0.1232
O 0.4863 -0.4511 0.1056
O 0.3799 0.1398 -0.3368
O -0.0879 -0.2897 0.6878
O -0.4342 0.2441 0.0979
O 0.4394 0.0145 0.0357
O 0.1558 -0.0539 0.0313
O -0.2531 -0.2485 0.1622
O -0.1657 0.1071 0.6244
O 0.2798 -0.1906 0.0739
O -0.1942 0.048 0.1193
O -0.4642 0.0188 -0.1258
O 0.3416 -0.2334 -0.0909
O 0.4702 -0.0074 -0.0157
O 0.2187 0.2441 0.2875
O -0.2461 0.0213 0.3594
O 0.1288 -0.5072 -0.1561
O -0.1693 0.434 -0.1902
O -0.2333 0.2597 0.4084
O -0.3071 -0.2019 0.3617
O -0.2682 -0.023 -0.2127
O 0.1916 -0.0433 -0.1131
O -0.4574 0.0696 0.3187
O 0.3669 -0.1501 -0.4678
O -0.0075 0.2832 -0.0022
O -0.34 0.4108 -0.0194
O -0.4368 0.0647 -0.0031
O -0.6137 -0.1133 -0.0242
O 0.265 0.151 -0.0458
O 0.2367 0.1325 -0.2253
O 0.3495 0.3982 0.1962
O -0.3178 -0.1371 -0.1339
O 0.1712 -0.5745 0.4019
O 0.0962 -0.1889 -0.6489
O -0.211 0.1813 -0.1928
O 0.0095 0.6335 -0.0324
O -0.0824 -0.018 -0.1441
O -0.4177 -0.3885 0.0522
O 0.2411 -0.0703 0.0078
O -0.044 -0.0274 0.1188
O 0.2363 0.3906 0.0461
O -0.0715 -0.1673 -0.3986
O 0.4271 -0.372 0.5092
O -0.3916 0.1663 0.0374
O 0.5044 0.1311 0.1198
O 0.3342 0.0917 -0.4761
O -0.307 -0.1728 -0.2351
O -0.2206 0.1826 0.4384
O 0.3441 -0.4763 -0.3489
O 0.2968 -0.4664 -0.032
O -0.0921 0.1811 0.2877
O 0.3562 -0.3894 -0.1261
O 0.1277 0.1714 0.2396
O -0.4556 -0.1375 -0.2267
O -0.2287 -0.2176 -0.6492
O -0.5072 0.1938 -0.4222
O -0.1365 0.2048 -0.1663
O -0.4225 0.3553 0.156
O -0.1751 0.4142 -0.6344
O 0.1651 -0.6273 -0.0927
O 0.2967 -0.0392 0.2981
O -0.1979 -0.0946 -0.1643
O -0.0225 0.0359 0.5162
O 0.3529 0.3685 -0.3449
O 0.1138 0.2604 -0.2798
O -0.0429 0.3302 -0.1311
O -0.0252 0.5409 -0.0363
O -0.3214 -0.0063 -0.0862
O 0.096 -0.4349 0.2448
O -0.0406 0.3834 0.0011
O 0.0083 0.5665 -0.4279
O -0.2066 -0.2195 -0.2009
O -0.0914 -0.5864 0.1519
O -0.2044 0.1885 -0.1611
O 0.0503 -0.0009 -0.1985
O -0.0024 -0.1227 0.154
O -0.2387 -0.3968 -0.271
O -0.2563 -0.5644 0.4335
O -0.3063 0.2837 -0.5819
O -0.0518 0.5106 0.3092
O -0.2474 0.0826 -0.1392
O -0.1436 -0.407 -0.1504
O 0.0399 0.4666 0.3074
O 0.4396 0.2135 -0.0413
O -0.1767 -0.2268 0.0435
O -0.5238 0.3246 -0.0309
O 0.0994 -0.3705 -0.0933
O 0.2742 -0.4902 0.5228
O 0.3411 0.4578 -0.5149
O 0.2498 0.6321 0.0242
O 0.0319 0.3799 -0.2998
O -0.2112 -0.2629 0.4776
O 0.3673 0.0783 0.41
O 0.1552 0.0048 0.2334
O 0.0007 -0.4014 0.16
O -0.2159 -0.1117 0.4552
O -0.3855 0.3275 0.0223
O 0.2965 0.2263 0.1229
O -0.1767 0.5382 -0.3578
O 0.1065 0.1622 -0.1796
O 0.46 -0.3648 0.0669
O -0.1927 -0.1107 -0.0349
O 0.2991 0.3161 0.1713
O 0.4757 0.0637 -0.3466
O -0.4689 -0.0964 -0.415
O 0.4453 0.2322 0.405
O -0.4906 0.099 -0.0326
O -0.4297 -0.1022 0.0139
O 0.1651 0.0449 0.4238
O 0.1595 0.0871 -0.4459
O 0.1602 -0.0738 -0.1391
O 0.265 -0.0088 0.3214
O 0.3569 0.2611 0.1335
O -0.3381 -0.076 0.2426
O 0.2759 -0.3686 0.0428
O -0.0226 0.243 0.295
O 0.1837 -0.4145 -0.4189
O -0.0962 0.0576 -0.0883
O -0.0112 0.2606 -0.215
O 0.1657 -0.0227 -0.1547
O 0.3422 0.4035 0.0696
O -0.5528 0.1632 0.1457
O -0.1335 0.0671 -0.1451
O -0.0621 -0.1159 -0.2039
O 0.4135 -0.384 -0.26
O 0.0253 -0.4591 -0.0188
O -0.447 0.0847 -0.3117
O -0.6142 0.0374 0.0757
O -0.2598 0.2657 0.4015
O 0.0165 0.1624 0.3504
O -0.2663 0.5505 0.051
O 0.211 -0.1893 0.2968
O 0.2463 0.4253 0.1588
O -0.141 0.1341 0.119
O 0.0621 -0.0094 0.0913
O -0.0676 -0.5993 0.2089
O -0.5649 0.019 -0.1802
O 0.3833 -0.486 0.1926
O -0.7297 -0.0808 -0.1553
O -0.4857 -0.1182 0.3799
O 0.1067 0.1779 0.4687
O -0.3513 0.3176 0.2916
O 0.1815 -0.4389 0.2953
O -0.4559 -0.0005 0.5773
O 0.0646 -0.1895 0.2952
O 0.0515 -0.491 0.3482
O -0.1029 -0.3541 -0.3716
O 0.0036 0.1416 0.2334
O -0.0675 -0.0808 0.2155
O -0.619 -0.2648 0.3351
O 0.1748 -0.3515 -0.1204
O -0.1165 0.0663 -0.0862
O 0.1256 -0.3259 0.1582
O 0.0828 0.0132 0.2704
O 0.2044 -0.4114 -0.3889
O 0.1036 0.0074 0.0601
O -0.5034 0.1898 0.3091
O -0.3327 -0.0877 -0.6024
O -0.1933 0.3112 -0.2102
O 0.2317 -0.0389 -0.4513
O 0.0053 0.3197 0.0351
O -0.3312 0.1783 -0.2651
O -0.2461 0.1066 -0.2601
O -0.321 0.4991 -0.0033
O 0.302 0.0179 0.2433
O 0.2964 -0.0123 -0.4096
O 0.28 0.2285 -0.0525
O 0.0603 -0.0512 0.5886
O 0.1603 -0.2914 -0.4118
O -0.0367 0.0417 -0.3544
O 0.0544 -0.0957 0.2706
O -0.1122 0.5194 -0.0844
O 0.6579 0.1268 -0.2089
O -0.0975 -0.352 0.0446
O 0.2783 -0.1046 0.5137
O 0.2127 -0.151 0.2701
O 0.023 0.462 0.1805
O 0.2377 -0.3915 -0.1289
O 0.1541 -0.4081 -0.2716
O 0.355 -0.4833 -0.3551
O 0.2473 0.0555 0.2202
O -0.4201 -0.3507 -0.4935
O -0.0882 0.0065 0.7468
O 0.276 -0.2739 -0.0758
O 0.3154 -0.6457 -0.196
O -0.1106 -0.14 -0.464
O -0.2821 -0.2247 0.1037
O 0.1663 0.3457 0.0754
O -0.08 -0.2935 0.0017
O -0.3317 0.128 -0.1737
O -0.2253 -0.4692 -0.0113
O -0.4101 -0.121 0.509
O -0.0701 0.0103 -0.0043
O 0.1105 0.5642 -0.118
O 0.2088 0.7156 -0.0075
O -0.215 0.3559 0.2606
O -0.1784 -0.261 0.3855
O 0.3179 -0.0842 0.1364
O -0.3518 -0.4208 -0.1701
O -0.009 -0.2555 -0.2448
O 0.4491 0.1575 -0.4115
O 0.3205 -0.2923 0.2233
O 0.4661 -0.4047 0.0292
O 0.1781 -0.484 -0.1793
O -0.0185 0.5319 0.1363
O -0.1018 0.0739 0.331
O -0.4003 -0.1284 0.1371
O 0.5057 -0.1711 0.1731
O -0.066 -0.1572 -0.2727
O -0.2046 0.2898 0.2327
O 0.0334 -0.653 0.0313
O 0.4444 0.0205 -0.3825
O -0.433 0.0037 0.5186
O 0.1579 0.6278 -0.0146
O 0.317 0.1965 -0.1065
O -0.4306 -0.4791 -0.1237
O 0.5066 -0.1399 0.1258
O -0.0264 0.1807 -0.3105
O -0.2086 -0.1294 0.3866
O 0.4201 -0.4051 0.2188
O 0.2407 0.2841 0.3156
O 0.0009 0.1121 -0.3994
O 0.3974 -0.0042 0.4823
O 0.6054 0.164 -0.101
O -0.3564 -0.085 0.1156
O -0.3164 0.3764 0.1631
O -0.1608 -0.5268 0.1853
O -0.2508 0.1696 0.1932
O 0.165 -0.1212 -0.0862
O 0.2383 -0.2785 -0.0161
O -0.1872 -0.3775 -0.4913
O -0.1618 -0.111 0.0835
O 0.4874 0.0554 -0.2546
O 0.4156 0.3597 -0.2166
O 0.1198 0.5149 -0.1575
O 0.2952 0.11 -0.493
O -0.0523 -0.2266 0.4421
O -0.2026 -0.2748 -0.6351
O -0.2956 -0.0286 0.4442
O 0.1683 0.7994 -0.1406
O 0.2841 0.1045 0.0171
O 0.0366 0.5262 0.2146
O -0.0039 0.0558 -0.289
O -0.3274 -0.2299 0.3522
